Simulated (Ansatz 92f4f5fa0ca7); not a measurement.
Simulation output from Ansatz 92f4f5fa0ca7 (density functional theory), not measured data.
Periodic cell of 240 atoms, Si147O87H6, from a study of silicon, its oxide and their interface. The atomic structure is a simulated model.
Doubt: the cutoff is far below the 930 eV that the study's wrapper takes by default for these files, so forces and energies are approximate.

Settings: functional PBE; potential files Ansatz PAW; basis plane waves; wave-function cutoff 580 eV; density cutoff ratio 5; exchange-correlation grid ratio 1; k mesh 1 x 1 x 1, Gamma-centred; self-consistency stop 5e-08 eV per atom in the density residual; occupations fixed; spin none; net charge 0.

Cell vectors (angstrom)
a	11.6015	0	0
b	0	10.938	0
c	0	0	33.7188

Atoms: element, x, y, z (angstrom)
Si	0.0173	-0.0933	25.2104
Si	3.8489	-0.0013	25.0049
Si	7.8396	0.3023	24.9746
Si	1.8891	1.2939	25.1107
Si	5.7316	1.3864	25.0338
Si	9.8837	1.4547	25.1062
Si	0.1956	5.4605	24.7628
Si	4.1336	5.6055	24.936
Si	7.8661	5.4891	25.0553
Si	2.128	6.8542	24.7487
Si	6.0526	6.9567	25.1393
Si	9.8296	6.7856	24.9514
Si	2.0106	2.7711	26.9365
Si	5.8591	2.7442	26.9524
Si	9.8112	2.8295	26.9835
Si	0.1387	4.2268	26.8589
Si	3.9489	4.17	26.8812
Si	7.8199	4.112	26.9659
Si	2.025	8.1005	26.8435
Si	5.909	8.2923	27.021
Si	9.7363	8.1537	26.9031
Si	0.0819	9.4459	27.0405
Si	3.9048	9.571	26.9295
Si	7.8562	9.655	26.8388
Si	0.0597	-0.0151	28.8984
Si	3.8929	-0.0011	28.8772
Si	7.8026	0.008	28.852
Si	1.9731	1.3944	28.8777
Si	5.8443	1.3684	28.8851
Si	9.7409	1.3898	28.8787
Si	0.0397	5.4968	28.8752
Si	3.921	5.4793	28.8701
Si	7.7671	5.4664	28.8974
Si	1.9865	6.8428	28.8662
Si	5.8547	6.8588	28.9
Si	9.6855	6.8493	28.8789
Si	1.9336	2.7345	30.8195
Si	5.8008	2.7345	30.8195
Si	9.6679	2.7345	30.8195
Si	0	4.1018	30.8195
Si	3.8672	4.1018	30.8195
Si	7.7343	4.1018	30.8195
Si	1.9336	8.2035	30.8195
Si	5.8008	8.2035	30.8195
Si	9.6679	8.2035	30.8195
Si	0	9.5708	30.8195
Si	3.8672	9.5708	30.8195
Si	7.7343	9.5708	30.8195
Si	0	0	32.7531
Si	3.8672	0	32.7531
Si	7.7343	0	32.7531
Si	1.9336	1.3673	32.7531
Si	5.8008	1.3673	32.7531
Si	9.6679	1.3673	32.7531
Si	0	5.469	32.7531
Si	3.8672	5.469	32.7531
Si	7.7343	5.469	32.7531
Si	1.9336	6.8362	32.7531
Si	5.8008	6.8362	32.7531
Si	9.6679	6.8362	32.7531
Si	1.9336	2.7345	0.9679
Si	5.8008	2.7345	0.9679
Si	9.6679	2.7345	0.9679
Si	0	4.1018	0.9679
Si	3.8672	4.1018	0.9679
Si	7.7343	4.1018	0.9679
Si	1.9336	8.2035	0.9679
Si	5.8008	8.2035	0.9679
Si	9.6679	8.2035	0.9679
Si	0	9.5708	0.9679
Si	3.8672	9.5708	0.9679
Si	7.7343	9.5708	0.9679
Si	-0.0439	-0.022	2.9497
Si	3.8072	-0.0473	2.9258
Si	7.6996	0.0087	2.8519
Si	1.8887	1.3612	2.9329
Si	5.7383	1.3189	2.8171
Si	9.6397	1.3792	2.946
Si	-0.0517	5.4335	2.9175
Si	3.7988	5.4717	2.9089
Si	7.7093	5.4504	2.8997
Si	1.8507	6.8358	2.8982
Si	5.7665	6.8127	2.8809
Si	9.6387	6.843	2.9056
Si	1.8466	2.6986	4.9199
Si	5.6738	2.6875	4.6906
Si	9.6235	2.7082	4.9597
Si	-0.0819	4.1319	4.9163
Si	3.7723	4.1033	4.8652
Si	7.6398	4.0387	4.8069
Si	1.7753	8.1408	4.8676
Si	5.7404	8.1372	4.818
Si	9.5716	8.2019	4.8601
Si	-0.0971	9.6369	4.9804
Si	3.7514	9.4183	4.8244
Si	7.6435	9.6168	4.7852
Si	-0.0672	0.0556	7.0309
Si	3.728	-0.2493	6.7599
Si	7.5968	0.1949	6.6358
Si	1.9702	1.2931	6.8692
Si	5.4937	1.2644	6.523
Si	9.5509	1.4528	7.0405
Si	-0.1684	5.524	6.8484
Si	3.7357	5.4263	6.862
Si	7.5588	5.3355	6.757
Si	1.8159	6.7959	6.8072
Si	5.6846	6.7328	6.7276
Si	9.4089	6.799	6.7693
H	5.7553	7.6748	7.8787
H	11.4091	4.5873	8.0144
H	1.8454	7.7176	7.9764
O	11.7726	9.861	8.2847
O	9.1709	7.9276	7.9985
O	5.0507	2.4364	7.6237
O	7.426	10.0095	7.8494
O	3.6808	4.5664	8.3392
O	3.7282	9.7749	8.1972
O	7.4391	4.2636	8.0445
O	9.2879	2.4272	8.4414
O	2.4315	2.1904	8.2501
H	-0.0022	10.0425	23.9422
H	9.7314	7.7236	23.7921
H	7.734	4.602	23.8608
O	8.0726	10.6543	23.4291
O	10.3423	2.2375	23.6733
O	3.8505	10.027	23.5921
O	4.5238	4.7933	23.5105
O	6.2729	8.1336	23.9469
O	2.228	7.8932	23.3995
O	11.7629	4.4691	23.3726
O	5.4093	2.2915	23.6689
O	1.4882	2.179	23.7381
Si	7.9835	3.1606	9.1211
Si	4.1419	9.7964	9.7772
Si	0.7626	7.7489	13.4613
Si	0.8873	3.4479	15.5214
Si	6.2666	-3.1534	10.6951
Si	0.2728	10.5054	18.6339
Si	12.3975	9.1984	16.0129
Si	8.0827	6.7214	20.5574
Si	-2.7495	4.0287	19.2946
Si	1.9502	4.2006	18.3896
Si	3.2806	8.8567	22.6029
Si	-0.1454	2.5315	19.921
Si	7.739	-0.2247	21.8494
Si	2.9214	10.4235	19.9828
Si	6.6069	13.4476	20.5294
Si	9.5773	-1.7286	20.0314
Si	5.6326	1.5308	10.4117
Si	-2.2077	4.2831	16.2281
Si	2.8635	5.6078	14.4546
Si	1.9721	0.7867	14.5027
Si	1.6108	10.3093	11.7544
Si	6.9423	2.5589	15.355
Si	8.4087	9.1403	8.7836
Si	7.9403	8.8078	12.905
Si	3.8495	2.956	8.5991
Si	4.9661	3.4913	22.6709
Si	4.6884	9.3436	17.8634
Si	7.9197	6.8581	15.3112
Si	2.7496	-3.9828	17.2223
Si	4.7837	0.5638	15.5681
Si	7.6628	5.3474	11.2571
Si	7.5617	8.2561	18.0917
Si	5.8835	5.145	13.9694
Si	11.0688	9.6275	9.7452
Si	6.6035	0.6201	13.2484
Si	3.7198	2.4332	20.2226
Si	6.1297	8.1306	22.326
Si	10.1644	-3.5198	11.5361
Si	0.1509	2.8499	23.0664
O	1.7301	-0.6357	15.2599
O	1.6899	3.5237	16.938
O	7.6334	-0.5453	12.8241
O	6.4085	6.3783	14.9121
O	3.9742	-3.0638	17.7846
O	8.7422	-1.6951	18.628
O	8.1814	3.9916	10.5266
O	6.9209	5.0089	12.6882
O	11.8642	10.5607	10.8464
O	7.4822	1.7008	14.0814
O	0.0302	-2.5447	14.7949
O	-2.8879	5.2378	20.3866
O	-0.682	3.8952	15.7634
O	9.5128	10.0975	9.5232
O	9.3356	-2.2331	12.084
O	2.5562	9.564	21.3157
O	-0.3567	6.8858	12.6372
O	4.7962	8.3551	10.2679
O	7.4323	8.5499	9.9056
O	6.4916	6.1777	10.4238
O	1.373	8.9179	12.5315
O	0.6609	3.8141	19.3061
O	3.29	6.0847	15.9547
O	13.7935	5.8268	18.296
O	9.1084	-0.5503	21.0384
O	9.0591	6.2282	11.3222
O	-0.1145	10.0579	17.0938
O	6.2496	3.6727	21.6419
O	7.2728	12.168	21.2905
O	2.883	10.1439	10.7524
O	0.2407	2.4179	21.4933
O	3.6972	3.1148	21.7055
O	2.0584	-4.1063	13.7629
O	1.8468	10.1502	18.7962
O	6.6582	9.5067	21.5998
O	3.2406	3.4854	19.0817
O	11.0021	8.0367	10.249
O	3.4393	1.3196	15.007
O	5.9283	1.4367	12.0131
O	8.2789	-2.8265	14.3342
O	5.8999	1.5998	16.2131
O	7.0338	6.8595	21.8006
O	4.317	-0.5748	16.6366
O	7.4472	3.1892	19.3073
O	6.2865	9.1687	17.755
O	-2.2898	4.6259	17.8422
O	8.9388	-5.3727	15.3035
O	8.0452	7.4621	16.7913
O	4.2754	5.3197	13.6418
O	1.8727	11.4851	12.8689
O	4.5371	7.9858	21.9908
O	0.8787	12.861	14.9308
O	5.2338	1.9866	19.8302
O	5.2622	10.9584	9.9449
O	6.0211	3.7927	14.8529
O	1.7789	4.3731	14.4953
O	4.3839	2.5758	10.1234
O	6.9473	1.9778	9.5633
O	9.8924	2.9214	19.8362
O	6.6236	-2.9074	12.2842
O	13.1762	8.0063	16.8118
O	5.4812	-0.085	14.2213
O	0.0335	12.0855	19.0346
O	8.3025	3.0639	16.0913
O	7.2303	7.129	19.2238
O	2.8267	1.0811	20.3014
O	11.1235	9.5142	19.6873
O	4.351	10.0152	19.3173
O	9.3588	-3.1899	20.7413

Results
free energy: -143022.362 eV
free energy less fixed offsets of H -15.97, O -568.88, Si -635.61 eV per atom: 0.688 eV

Forces (eV/angstrom), in the order of the atoms: element, x, y, z
Si	0.0773	-0.2983	0.1904
Si	0.0818	-0.3853	-0.2075
Si	0.0304	-0.0587	-0.3762
Si	-0.3418	0.1853	-0.3523
Si	-0.004	0.2425	-0.1924
Si	0.0336	0.1621	-0.2822
Si	-0.1361	-0.2199	-0.3543
Si	0.1545	-0.2506	-0.3154
Si	0.1869	-0.0993	0.1023
Si	0.0878	0.2831	-0.2638
Si	-0.0759	0.3249	0.0006
Si	-0.0047	-0.0333	0.0462
Si	0.0983	0.1808	0.1596
Si	-0.0828	0.2742	0.1413
Si	-0.0093	0.2287	0.0727
Si	-0.0392	-0.1995	0.1103
Si	0.0929	-0.1519	0.0581
Si	-0.0276	-0.1274	-0.0043
Si	0.0317	0.1391	0.1695
Si	0.0084	0.1948	0.1068
Si	-0.04	0.0652	0.1139
Si	0.0225	-0.042	0.0088
Si	-0.0763	-0.2191	0.1157
Si	-0.1174	-0.037	0.1192
Si	-0.0131	0.1012	-0.0844
Si	0.021	0.1422	-0.0274
Si	0.0402	0.1156	-0.0735
Si	0.0733	-0.1433	-0.0085
Si	-0.0263	-0.1458	-0.1203
Si	-0.0092	-0.1498	-0.0359
Si	0.0926	0.1208	-0.1362
Si	-0.0598	0.074	-0.0195
Si	0.0077	0.0945	-0.0134
Si	0.0102	-0.1363	-0.053
Si	-0.0513	-0.1099	-0.0223
Si	-0.0037	-0.1528	-0.0852
Si	0.0169	0.0731	0.0194
Si	0.0385	-0.0547	0.0103
Si	0.0918	0.065	0.04
Si	0.0198	-0.0032	-0.1504
Si	0.0827	-0.0132	-0.1568
Si	-0.01	-0.053	0.0325
Si	0.0772	0.0815	-0.1551
Si	0.0219	0.0761	0.1386
Si	0.0047	0.0643	-0.0428
Si	0.0697	-0.0312	0.1728
Si	0.0061	-0.0108	-0.0279
Si	0.0765	0.0829	-0.2056
Si	-0.0171	0.0665	0.0438
Si	0.0196	0.091	-0.0031
Si	-0.0027	0.0299	-0.0505
Si	-0.0043	-0.071	0.0233
Si	-0.001	0.045	-0.0627
Si	-0.0077	-0.1049	0.0414
Si	0.015	0.1042	-0.0199
Si	-0.0038	0.084	-0.0078
Si	-0.0086	0.0141	-0.005
Si	-0.0123	-0.095	-0.0152
Si	0.0089	0.0133	0.0009
Si	0.009	-0.0543	0.0125
Si	-0.0348	-0.072	0.1843
Si	-0.0993	0.0436	-0.3427
Si	0.0073	0.0003	0.2029
Si	-0.0963	-0.1227	0.0115
Si	-0.0778	-0.0503	0.0725
Si	0.0432	-0.0757	-0.0301
Si	-0.0824	0.0375	-0.0299
Si	-0.0225	-0.0159	-0.0111
Si	-0.02	0.0066	-0.035
Si	-0.035	-0.007	0.2271
Si	-0.128	-0.1324	0.0309
Si	0.0409	-0.1202	-0.2568
Si	-0.0253	0.0992	0.0225
Si	-0.043	0.1107	0.1068
Si	0.0312	0.1101	0.1087
Si	-0.0729	-0.0411	0.0689
Si	0.0065	-0.1165	0.0408
Si	0.0192	-0.0822	0.0994
Si	0.0153	0.1383	0.0789
Si	0.0048	0.1424	0.1816
Si	-0.0135	0.1249	0.0528
Si	-0.0102	-0.1593	0.0193
Si	-0.022	-0.1358	0.0309
Si	-0.0174	-0.0913	0.0658
Si	0.0783	0.156	-0.1407
Si	0.064	0.2407	-0.1787
Si	-0.0444	0.1076	-0.1092
Si	-0.0375	-0.1831	-0.0886
Si	-0.0369	-0.2157	-0.0446
Si	0.1092	-0.2432	-0.0356
Si	0.1456	0.1818	-0.0481
Si	0.0198	0.211	-0.0062
Si	-0.0592	0.222	-0.1328
Si	-0.0664	-0.1499	-0.1444
Si	0.0596	-0.1335	-0.2258
Si	0.0174	-0.1093	-0.0932
Si	0.3054	-0.2714	0.3146
Si	0.0579	-0.5277	0.2256
Si	-0.1687	-0.3615	0.042
Si	-0.1748	0.3193	0.3064
Si	0.3202	0.2605	0.0537
Si	-0.1882	0.4744	0.3153
Si	0.022	0.1386	-0.0628
Si	-0.0865	-0.1307	0.3031
Si	-0.1059	-0.3816	0.1539
Si	-0.1185	-0.144	-0.0409
Si	-0.0196	0.0529	0.0349
Si	0.186	0.4163	0.2056
H	-0.0106	0.0025	0.0898
H	0.0296	-0.0201	0.1142
H	0.0427	0.0233	0.1138
O	0.0012	0.2358	-0.4183
O	0.0826	-0.1559	-0.1353
O	0.0055	0.0921	0.0703
O	0.0485	0.0192	0.016
O	0.027	0.0287	-0.3952
O	-0.0596	0.0881	-0.3449
O	-0.0186	0.091	-0.1708
O	0.2832	-0.3863	-0.4982
O	-0.13	-0.1074	-0.1801
H	-0.0075	0.0241	-0.0692
H	-0.0309	0.0337	-0.1091
H	0.0106	-0.039	-0.0985
O	-0.0785	0.0598	0.2692
O	-0.0903	0.0472	0.2941
O	0.0233	0.1079	0.201
O	-0.112	0.2702	0.3225
O	0.0397	-0.095	0.2436
O	-0.1346	-0.3544	0.4571
O	-0.0022	0.2216	0.4347
O	0.0293	-0.1496	0.2424
O	0.1622	0.0821	0.1976
Si	-0.1688	0.2099	0.2102
Si	0.0279	-0.0012	0.3378
Si	-0.0451	0.0701	-0.1409
Si	0.0653	-0.0109	0.1306
Si	0.0112	-0.1294	0.1097
Si	-0.0285	0.0155	0.1249
Si	-0.0465	0.088	0.0286
Si	0.1552	-0.0137	-0.1979
Si	-0.0866	-0.1126	0.0789
Si	0.0522	-0.0626	0.1316
Si	0.0157	0.128	-0.2573
Si	-0.1702	0.0169	-0.2079
Si	0.1489	0.1569	-0.2694
Si	0.0479	0.1777	-0.1718
Si	-0.024	-0.0138	-0.2667
Si	0.0208	-0.0347	0.0823
Si	-0.1192	-0.0359	0.2737
Si	-0.1214	0.0583	0.1922
Si	0.0357	0.1124	-0.0334
Si	0.056	-0.08	-0.18
Si	-0.0529	-0.1037	0.1191
Si	0.0131	-0.0009	-0.0757
Si	-0.1617	-0.184	0.0997
Si	-0.0997	-0.0072	-0.0611
Si	0.1339	-0.0437	0.1817
Si	0.1397	-0.0531	-0.2709
Si	0.0117	0.1534	0.0388
Si	-0.0655	0.0828	-0.024
Si	-0.0598	-0.0386	0.0581
Si	0.1093	-0.0864	-0.1041
Si	-0.0574	0.2348	0.1232
Si	0.0579	-0.0262	0.1173
Si	0.1754	-0.0244	-0.01
Si	-0.0747	-0.0294	0.4344
Si	0.0447	-0.1392	0.1005
Si	0.201	-0.0715	-0.1152
Si	0.1561	-0.0354	-0.2875
Si	-0.1491	-0.0367	0.1554
Si	-0.0526	-0.3357	-0.082
O	0.0027	-0.0168	0.0588
O	-0.0206	-0.024	-0.1328
O	0.0303	-0.0371	0.0072
O	-0.0456	-0.0329	0.0173
O	-0.0308	-0.0649	-0.0026
O	-0.0856	0.0091	-0.0206
O	0.0572	-0.17	-0.2342
O	-0.0222	-0.0146	-0.0329
O	-0.1353	-0.0424	-0.214
O	-0.0029	0.0459	0.0568
O	0.0335	-0.015	0.0908
O	-0.014	0.0609	0.0599
O	0.0169	0.0035	-0.0712
O	0.0167	0.1916	-0.1183
O	0.1004	-0.0044	-0.0457
O	0.0252	-0.0598	0.1836
O	0.0414	0.0043	0.0216
O	-0.0727	0.0867	-0.1109
O	0.0858	0.0594	-0.0356
O	0.0156	-0.0221	-0.0541
O	0.0274	0.0154	-0.0205
O	0.0209	0.0369	0.0368
O	0.0354	-0.0104	0.0085
O	0.0074	0.1192	-0.0796
O	-0.0019	0.0174	0.0565
O	0.0563	0.0059	0.0189
O	0.0026	-0.0457	-0.0981
O	-0.121	0.0561	0.2149
O	0.001	-0.0854	0.1376
O	0.0693	0.0024	-0.1728
O	0.0355	0.1154	0.2011
O	-0.0721	0.0017	0.1453
O	0.0706	-0.0794	0.026
O	0.0001	-0.0308	0.0159
O	-0.2204	-0.0668	0.0714
O	-0.0745	0.0642	-0.0354
O	0.0982	0.0339	-0.1959
O	-0.0188	0.0237	0.0185
O	-0.0631	0.0484	-0.2289
O	0.0226	-0.0491	0.051
O	-0.0223	0.0314	0.0271
O	-0.0838	0.0174	0.0583
O	0.0051	0.0113	-0.002
O	0.0336	0.0254	0.0415
O	-0.0244	0.0157	-0.0066
O	0.0566	0.037	-0.142
O	0.0791	-0.0179	-0.0177
O	0.0416	-0.0532	-0.0279
O	-0.0777	-0.0221	0.0197
O	0.0264	0.0361	0.063
O	-0.0406	-0.1106	0.1273
O	-0.0698	0.0788	0.0282
O	-0.0013	-0.0147	0.0589
O	0.0851	0.0396	-0.141
O	-0.08	0.0203	0.0148
O	-0.0148	-0.032	-0.0448
O	-0.1593	0.1166	-0.2234
O	0.104	-0.0642	-0.176
O	0.0673	-0.0202	0.0559
O	-0.0345	0.0517	-0.1233
O	-0.0131	-0.0249	0.0084
O	-0.0527	0.0581	0.0602
O	0.0033	-0.0281	0.0025
O	0.0462	-0.0078	-0.0013
O	-0.0553	0.0363	0.0418
O	-0.0403	-0.0393	0.073
O	0.0198	0.0209	-0.0266
O	0.0208	-0.1089	0.016
O	-0.074	0.013	-0.0134

The program warned: the cutoff lies below the one the program advises for these potential files; the forces do not sum to zero within the program's tolerance; the exchange-correlation potential is rough where the density is thin.
